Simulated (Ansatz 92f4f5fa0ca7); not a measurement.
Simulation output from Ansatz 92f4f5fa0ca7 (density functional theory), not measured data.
Periodic cell of 184 atoms, Si120O64, from a study of silicon, its oxide and their interface. The atomic structure is a simulated model.
This geometry differs little from another in the collection (a relaxation step or a small displacement).

Settings
functional: r2SCAN
potential files: Ansatz PAW
basis: plane waves
wave-function cutoff: 800 eV
density cutoff ratio: 5
exchange-correlation grid ratio: 1
k mesh: 1 x 1 x 1, shifted by 0.5 0.5 0 of a step
self-consistency stop: 1e-10 eV per atom in the density residual
occupations: fixed
spin: none
net charge: 0

Cell vectors (angstrom)
a, 10.888, 0, 0
b, 0, 10.888, 0
c, 0, 0, 27.6829

Atoms: element, x, y, z (angstrom)
Si, -0.0173, 1.1128, 0.9546
Si, 3.4369, 0.0435, -1.9271
Si, -0.5667, 6.0632, 0.1824
Si, 3.3677, 8.0508, -0.8172
Si, 6.0249, -0.1446, -0.2741
Si, 7.8085, 3.051, 0.0793
Si, 5.733, 4.3784, -0.296
Si, 8.9676, 7.9941, -0.3793
Si, 2.2639, 1.2652, 0.5646
Si, 4.071, 3.8155, 1.4147
Si, 1.3109, 6.9139, 1.2865
Si, 5.1989, 8.6826, 0.5506
Si, 6.7972, 1.3771, 1.3954
Si, 9.2491, 4.3485, 1.4308
Si, 6.9241, 7.1691, 0.5019
Si, 9.7586, 9.7571, 1.3033
Si, -0.304, 2.7854, 2.6459
Si, 3.2405, -0.389, 3.0109
Si, 0.0733, 8.2872, 2.7418
Si, 2.7307, 5.4552, 2.5536
Si, 5.4587, 2.6441, 2.8685
Si, 8.1435, -0.0424, 2.6881
Si, 4.8478, 8.7455, 2.8815
Si, 8.0723, 5.619, 2.919
Si, 1.3323, 4.0443, 3.9061
Si, 4.1529, 1.3357, 4.2766
Si, 1.3932, 9.5874, 4.1442
Si, 3.9962, 6.85, 4.0176
Si, 6.7673, 4.1222, 4.1667
Si, 9.3954, 1.3903, 4.1134
Si, 6.73, 9.5581, 4.0667
Si, 9.5789, 6.9065, 4.1261
Si, -0.0183, 0.0774, 5.4292
Si, 2.68, 2.7537, 5.4011
Si, 0.0317, 5.4179, 5.3783
Si, 2.6785, 8.1497, 5.4954
Si, 5.5194, 0.0021, 5.5913
Si, 8.111, 2.7369, 5.5211
Si, 5.3884, 5.5148, 5.4249
Si, 8.1337, 8.2102, 5.4256
Si, 1.3707, 1.3902, 6.7985
Si, 4.0502, 4.1161, 6.7668
Si, 1.3391, 6.7762, 6.8167
Si, 4.0934, 9.4988, 6.8437
Si, 6.8201, 1.3776, 6.9254
Si, 9.5707, 4.065, 6.7861
Si, 6.8335, 6.7981, 6.7861
Si, 9.4972, 9.5757, 6.7727
Si, 0.0242, 2.7025, 8.1843
Si, 2.7351, 0.0325, 8.173
Si, -0.0412, 8.1779, 8.1156
Si, 2.7159, 5.4286, 8.166
Si, 5.4172, 2.7565, 8.168
Si, 8.2008, 0.0057, 8.2239
Si, 5.4746, 8.1292, 8.1541
Si, 8.2195, 5.4234, 8.141
Si, 1.385, 4.0583, 9.5353
Si, 4.1, 1.4037, 9.5664
Si, 1.3215, 9.5473, 9.4681
Si, 4.1326, 6.7495, 9.4903
Si, 6.8678, 4.0426, 9.4948
Si, 9.5949, 1.3229, 9.578
Si, 6.8202, 9.4899, 9.5119
Si, 9.5844, 6.7751, 9.5193
Si, 0.0208, -0.0557, 10.9824
Si, 2.7391, 2.7693, 10.9507
Si, 0.1169, 5.4515, 10.9188
Si, 2.7285, 8.1718, 10.7088
Si, 5.4955, -0.0031, 10.862
Si, 8.2624, 2.7186, 10.8922
Si, 5.5143, 5.375, 10.8413
Si, 8.1745, 8.0973, 10.8337
Si, 1.4137, 1.3622, 12.2977
Si, 4.1634, 4.1179, 12.3154
Si, 1.6087, 6.7955, 12.2252
Si, 4.0305, 9.4893, 12.0896
Si, 6.9534, 1.2749, 12.2109
Si, 9.6032, 4.1238, 12.2612
Si, 6.8171, 6.7622, 12.196
Si, 9.5282, 9.3252, 12.2659
Si, 0.0916, 2.7874, 13.6316
Si, 2.7148, -0.1098, 13.5926
Si, 0.1573, 8.0147, 13.5485
Si, 3.4527, 6.0501, 13.6053
Si, 5.4459, 2.5228, 13.4945
Si, 8.022, -0.3495, 13.6169
Si, 5.126, 7.866, 13.3869
Si, 8.1137, 5.3721, 13.5837
Si, 1.6242, 3.9516, 16.1042
Si, 4.6093, 0.6721, 14.6895
Si, 1.1821, 9.5458, 14.908
Si, 2.8616, 5.9363, 15.9258
Si, 6.7845, 3.8962, 14.7683
Si, 9.5254, 0.4864, 15.2337
Si, 6.0721, 9.6431, 14.7109
Si, 9.1435, 6.4508, 15.4149
Si, 22.5692, -2.7521, 19.2547
Si, 30.3696, 22.1099, 25.6791
Si, -18.3019, 34.3543, 17.318
Si, -25.4117, -24.4315, 17.0537
Si, 9.7484, 12.8968, 26.7681
Si, 39.396, 25.3656, 21.4543
Si, -21.9536, -15.4903, 23.1427
Si, 2.3513, 17.7181, 21.4986
Si, -5.107, 35.6178, 18.732
Si, 3.0174, 9.8743, 18.6978
Si, 22.2346, -6.4877, 25.4434
Si, 12.8915, 40.7368, 16.5885
Si, -1.8488, -5.3723, 20.4858
Si, -18.281, -27.5424, 25.4617
Si, -16.1663, -16.2219, 17.1813
Si, -13.6814, 23.9725, 17.0607
Si, 39.8601, -1.5613, 22.3794
Si, -1.9603, 19.3205, 24.7927
Si, 4.1914, 20.3593, 21.3706
Si, -6.9953, -9.6405, 22.979
Si, 7.0332, 12.2083, 23.2758
Si, 30.354, 8.2685, 19.7424
Si, -0.9062, 4.47, 17.8157
Si, -6.9466, -28.2927, 22.4645
O, 6.4021, 5.8707, -0.3584
O, 4.9595, 11.2399, -1.4299
O, -14.2917, 2.6568, -5.1634
O, 5.4401, 23.124, -4.3016
O, -15.0136, 1.9547, -9.7583
O, 0.56, 14.9566, -10.3721
O, -32.5825, 48.4407, -3.7467
O, 14.5561, 0.0458, -5.7891
O, 18.3971, 0.0107, -5.1884
O, -5.3592, -17.3289, -5.5724
O, 3.1317, 5.3841, -6.2285
O, 18.9516, -23.7345, -6.5902
O, 3.4636, 2.7752, -5.1908
O, 12.4274, -3.9179, -7.5891
O, -10.9482, 21.3384, -12.1439
O, -10.0896, 18.6373, -10.0125
O, 5.6244, -1.7601, 22.0402
O, -20.1468, -1.379, 19.4503
O, 7.7297, 12.1922, 24.707
O, 1.2685, -4.0312, 22.7001
O, 14.036, 0.6973, 24.3043
O, 51.4784, 26.2016, 20.8134
O, 20.8726, 7.4286, 24.0495
O, -15.8047, 26.7071, 15.7336
O, 2.7981, 0.4902, 18.1468
O, 13.9347, 0.1389, 29.1331
O, -8.8249, 4.3925, 25.7208
O, 14.0506, -34.2373, 25.8274
O, 18.36, 21.3744, 26.6366
O, 17.2632, 9.3665, 16.308
O, 20.96, 26.8175, 19.3231
O, 9.3611, 16.3922, 16.7208
O, 4.5148, 1.0335, 16.2816
O, -1.0603, 5.9575, 21.8199
O, 15.1306, -12.1057, 19.7418
O, 10.5377, -14.8283, 14.7396
O, -12.3915, -0.873, 24.8926
O, -0.8147, 23.6697, 14.6383
O, 10.1805, 19.3027, 19.7211
O, -2.5159, 7.7767, 15.9604
O, 13.8586, 24.5011, 28.4601
O, -15.7486, -8.1851, 20.2953
O, 3.5043, -4.2361, 26.0187
O, 7.6305, -2.3751, 23.7359
O, 4.2511, 2.6318, 18.3622
O, -18.5785, -23.8219, 17.4424
O, 7.9083, 19.7447, 18.3902
O, -8.4804, 33.4879, 26.7041
O, 14.1729, 29.9302, 21.6899
O, 6.0456, -6.376, 18.34
O, -3.169, -7.946, 15.6823
O, 23.8498, 7.8857, 27.8462
O, -0.2009, 5.5255, 26.3674
O, 25.5084, -5.7882, 23.8781
O, 9.0787, 3.1411, 17.906
O, 15.6206, -6.6184, 26.0856
O, -20.8069, -18.0093, 14.616
O, -11.0812, 2.9545, 25.783
O, -19.3243, 2.5879, 16.4467
O, -14.6629, 17.5684, 29.7484
O, -23.8545, -10.0855, 16.664
O, -4.535, 17.8388, 17.4336
O, -6.8662, -5.0949, 17.1027
O, -24.4707, 28.489, 19.821

Results
free energy: -113253.930 eV
free energy less fixed offsets of O -570.45, Si -639.56 eV per atom: 2.070 eV

Forces (eV/angstrom), in the order of the atoms: element, x, y, z
Si, 0.0045, 0.0038, 0.0055
Si, -0.0078, 0.0249, -0.1549
Si, 0.0062, -0.0048, -0.0503
Si, -0.0048, -0.0097, -0.0932
Si, -0.0042, 0.0085, -0.0644
Si, -0.0035, 0.0044, 0.0055
Si, -0.0231, 0.0091, -0.0639
Si, -0.0013, 0.0046, -0.0133
Si, 0.0017, -0.005, -0.0618
Si, -0.0099, -0.0055, -0.0154
Si, 0.0119, 0.0136, -0.0208
Si, -0.0035, -0.0007, 0.0004
Si, 0.0021, 0.002, 0.0006
Si, -0.0014, -0.0037, 0.0065
Si, 0.0085, -0.0002, -0.0248
Si, -0.0062, -0.0056, -0.0056
Si, -0.0042, -0.0017, -0.0032
Si, -0.0031, 0.0053, -0.0163
Si, 0.0019, 0.007, 0.0027
Si, 0.0003, -0.0018, -0.0014
Si, 0.0018, -0.0036, -0.0005
Si, 0.0034, 0.0005, 0.0016
Si, 0.0059, -0.0017, -0.0085
Si, -0.0032, 0.0057, -0.0183
Si, -0.0017, 0.0007, -0.0008
Si, 0.0021, 0.0019, 0.001
Si, -0.0028, -0.0047, 0.0006
Si, 0.0002, 0.0019, 0.0018
Si, -0.0039, -0.0004, 0.0005
Si, 0.0004, -0.0001, -0.0003
Si, 0.0009, 0.0009, 0.0003
Si, 0.0014, 0.0042, 0.0009
Si, 0.0005, 0.0004, -0.0004
Si, 0, -0.0006, 0.0003
Si, -0.0001, 0.0008, 0.0013
Si, -0.0012, -0.0006, 0.0006
Si, 0.0015, 0.0019, 0.0018
Si, -0.0005, -0.0001, 0.0009
Si, -0.0014, 0.0006, -0.0003
Si, -0.0022, 0.0016, 0.0002
Si, 0.0007, 0.0007, -0.0005
Si, -0.0007, 0.0001, 0.0011
Si, 0.0009, -0.0006, 0.001
Si, -0.0001, 0.0006, 0
Si, 0.0015, -0.0009, 0.0001
Si, 0.0004, 0.0004, 0.0004
Si, -0.0001, 0.0006, 0.0009
Si, 0.0005, 0.0009, 0.0014
Si, -0.0005, 0.0004, 0.0011
Si, 0.0001, 0.0011, 0.0009
Si, -0.0003, 0.0011, 0.0003
Si, 0.0001, 0.0004, 0.0011
Si, -0.0004, -0.0002, 0.0004
Si, 0, 0, 0.001
Si, -0.0001, -0.0004, 0.0018
Si, 0, 0.0011, 0.0004
Si, -0.0011, 0.0008, -0.0009
Si, -0.0016, -0.0008, -0.0002
Si, -0.0002, -0.0004, -0.0008
Si, 0.0002, 0.0001, -0.0002
Si, -0.0001, 0.001, 0.0006
Si, 0.0007, 0.0002, -0.0008
Si, 0.0011, 0.0021, 0.0005
Si, -0.0001, -0.0012, 0.0005
Si, 0.0008, 0.0014, -0.0007
Si, 0.0015, -0.0005, 0.0001
Si, -0.0007, 0.0007, 0
Si, -0.0015, -0.0012, 0.0002
Si, -0.0007, -0.0008, -0.0008
Si, -0.0017, -0.0001, 0.001
Si, 0.0002, -0.0015, 0.0019
Si, 0.0006, -0.0009, 0.0007
Si, -0.0038, -0.0003, 0.0034
Si, -0.0026, -0.0016, 0.0016
Si, -0.0037, 0.0005, 0.0006
Si, 0.0041, 0.0008, 0.0014
Si, 0.0021, 0.0009, -0.001
Si, 0.0052, -0.0027, 0.0017
Si, -0.0007, 0.0062, 0.0012
Si, 0.0013, 0.0035, 0.0026
Si, -0.0085, -0.0139, -0.0358
Si, 0.0018, 0.0013, 0.0067
Si, 0.0077, 0.0062, -0.0169
Si, -0.0002, 0.0028, 0.001
Si, -0.0014, 0.0015, 0.0032
Si, 0, -0.0009, 0.004
Si, -0.0009, 0.0018, 0.0055
Si, 0.0002, -0.0065, 0.0032
Si, 0.0131, 0.0202, -0.0901
Si, 0.0059, -0.0156, -0.0566
Si, 0.0002, 0.0018, -0.0124
Si, -0.0226, 0.0079, -0.0512
Si, -0.0039, 0.0008, -0.0701
Si, 0.0161, -0.0096, -0.077
Si, -0.0097, 0.0137, -0.0584
Si, 0.0105, 0.0035, -0.1013
Si, 0.0005, 0.0258, -0.1962
Si, -0.0289, 0.0062, -0.131
Si, 0.0024, -0.0022, -0.1572
Si, -0.0264, 0.0015, -0.1683
Si, 0.0132, 0.0155, -0.0538
Si, 0.0036, 0.0064, -0.2016
Si, 0.0076, 0.0022, -0.223
Si, -0.0091, 0.0344, -0.1865
Si, -0.0104, 0.0105, -0.2005
Si, -0.031, 0.0116, -0.1993
Si, 0.0261, 0.0301, -0.1509
Si, 0.0021, -0.0138, -0.1228
Si, -0.0017, -0.0051, -0.2179
Si, -0.0183, -0.006, -0.167
Si, -0.0323, 0.0086, -0.138
Si, 0.0243, -0.0172, -0.1386
Si, -0.013, -0.0064, -0.2203
Si, 0.0039, -0.017, -0.1833
Si, -0.0237, -0.0194, -0.1956
Si, 0.0134, -0.0015, -0.1836
Si, -0.0243, 0.0266, -0.1912
Si, 0.0117, -0.0157, -0.2022
Si, 0.0114, -0.0212, -0.1789
Si, 0.0292, 0.0031, -0.1779
O, 0.0068, 0.0057, 0.0239
O, 0.0324, -0.0127, 0.0684
O, 0.0076, -0.0494, 0.0945
O, 0.0014, -0.0067, 0.061
O, -0.0369, 0.0134, 0.0791
O, -0.0465, 0.0013, 0.0715
O, 0.0138, -0.0473, 0.1193
O, -0.0016, 0.0603, 0.0982
O, 0.0029, 0.013, 0.074
O, -0.0421, 0.0113, 0.0754
O, 0.0131, -0.0276, 0.0763
O, -0.0453, 0.0239, 0.1482
O, -0.0025, -0.0147, 0.0589
O, 0.0398, -0.0383, 0.1221
O, -0.0015, 0.0054, 0.0234
O, -0.0351, 0.0076, 0.1379
O, 0.0399, 0.0069, 0.0732
O, -0.0075, -0.0063, 0.0734
O, 0.0686, -0.0224, 0.142
O, -0.0468, -0.0144, 0.0992
O, -0.0169, -0.0339, 0.1315
O, -0.0251, -0.018, 0.0739
O, -0.0512, 0.0523, 0.1166
O, -0.0068, 0.0192, 0.0808
O, -0.0031, -0.043, 0.0767
O, 0.011, -0.0112, 0.0375
O, -0.0084, -0.0008, 0.0452
O, 0.0107, -0.0228, 0.0585
O, -0.0277, -0.0082, 0.064
O, 0.0271, -0.0301, 0.0868
O, -0.0258, 0.0297, 0.1337
O, 0.0171, -0.0327, 0.0926
O, -0.0233, 0.0243, 0.0961
O, 0.0524, 0.0245, 0.1526
O, 0.0375, -0.0101, 0.1369
O, -0.0211, -0.0188, 0.044
O, 0.0007, 0.0139, 0.0703
O, -0.0065, -0.0038, 0.0297
O, -0.037, -0.003, 0.0685
O, -0.0195, 0.019, 0.0678
O, 0.0096, 0.0127, 0.0253
O, 0.0237, 0.0133, 0.1522
O, 0.0039, 0.0379, 0.0617
O, 0.0534, -0.0226, 0.1436
O, 0.0317, 0.0178, 0.0812
O, 0.022, 0.0382, 0.1115
O, 0.0356, -0.0036, 0.1303
O, -0.0251, 0.0142, 0.0735
O, 0.0011, -0.0076, 0.0631
O, 0.0093, -0.0461, 0.0863
O, 0.0205, -0.0251, 0.0813
O, -0.0231, -0.0139, 0.045
O, -0.0225, 0.0259, 0.0857
O, -0.0136, 0.0192, 0.1487
O, 0.0077, 0.0232, 0.0607
O, 0.0434, -0.0152, 0.0869
O, 0.0169, 0.0125, 0.0594
O, -0.0284, -0.0342, 0.0602
O, 0.0131, -0.0222, 0.0486
O, 0.0026, -0.0164, 0.0384
O, -0.0183, 0.0284, 0.0724
O, 0.012, 0.011, 0.0529
O, 0.041, -0.0084, 0.0638
O, 0.0172, 0.0057, 0.0678

The program warned: the cutoff lies below the one the program advises for these potential files; the forces do not sum to zero within the program's tolerance; empty levels may hold ghost states of the PAW files; the exchange-correlation potential is rough where the density is thin.
